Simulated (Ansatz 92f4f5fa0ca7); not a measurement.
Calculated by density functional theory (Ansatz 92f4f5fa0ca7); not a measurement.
Periodic cell of 192 atoms, Si128O64, from a study of silicon, its oxide and their interface. The atomic structure is a simulated model.
This geometry differs little from another in the collection (a relaxation step or a small displacement).

Settings
functional: r2SCAN
potential files: Ansatz PAW
basis: plane waves
wave-function cutoff: 800 eV
density cutoff ratio: 5
exchange-correlation grid ratio: 1
k mesh: 1 x 1 x 1, shifted by 0.5 0.5 0 of a step
self-consistency stop: 1e-10 eV per atom in the density residual
occupations: fixed
spin: none
net charge: 0

Cell vectors (angstrom)
a	10.888	0	0
b	0	10.888	0
c	0	0	28.4753

Atoms and the computed forces on them: element, x, y, z (angstrom), force x, y, z (eV/angstrom)
Si	0.4898	-0.5971	0.1783	0.0858	0.0629	-0.0089
Si	4.0987	4.0449	1.4636	0.036	-0.0107	0.0181
Si	-1.5833	4.074	1.2797	0.0173	-0.0058	-0.0274
Si	2.2406	8.6782	0.3179	-0.0433	-0.0128	0.0762
Si	5.543	3.0537	-4.3647	0.0104	-0.0049	0.0258
Si	10.1634	5.6374	-0.1916	-0.0226	-0.0536	0.0794
Si	8.331	8.1874	0.3213	-0.0734	0.0129	0.1316
Si	12.3515	5.6383	-4.4454	0.0523	-0.0044	0.0051
Si	1.3386	1.4028	1.1396	0.0124	-0.0079	-0.0433
Si	5.4814	5.1312	-0.0738	0.0569	0.0511	0.1252
Si	1.4381	6.8528	1.4747	0.0721	0.0106	0.0797
Si	4.0208	9.6199	1.4337	-0.0265	0.0178	-0.021
Si	6.7621	1.3564	1.3061	0.0082	0.0013	0.0139
Si	7.7753	2.9502	-0.1035	0.039	0.0309	0.1385
Si	3.5569	4.5513	-2.3647	0	-0.0667	0.1182
Si	9.6374	9.5658	1.5989	-0.0314	-0.0784	0.0674
Si	-0.0456	2.7546	2.5425	-0.0052	0.0421	0.0052
Si	2.644	0.1161	2.7299	-0.0289	-0.0477	0.0047
Si	-0.0077	8.0879	2.8929	0.0129	-0.0061	-0.0506
Si	2.7666	5.4558	2.7789	-0.0241	-0.0432	0.0136
Si	5.4599	2.6843	2.7856	-0.0509	0.0206	0.0202
Si	8.1689	0.0804	2.7241	-0.037	-0.0065	0.0409
Si	5.38	8.1808	2.6955	0.0532	0.0241	-0.0105
Si	8.0124	5.4836	2.6653	-0.0048	-0.02	0.0354
Si	1.3189	4.0687	4.0097	0.0022	0.0072	0.0167
Si	4.0433	1.3783	4.1238	0.0394	-0.0228	0.0048
Si	1.3675	9.5507	4.112	-0.0073	0.0072	0.0423
Si	4.0958	6.8323	4.1318	-0.0492	0.007	-0.0168
Si	6.7834	4.0999	4.1091	-0.0245	-0.02	-0.0096
Si	9.5372	1.4407	4.0466	0.0092	-0.0409	-0.0327
Si	6.7964	9.5387	4.0355	0.0136	0.0141	0.0116
Si	9.429	6.7495	4.1128	-0.0016	0.0232	-0.0141
Si	-0.0251	0.0286	5.4293	-0.0229	-0.0166	0.0061
Si	2.6789	2.7499	5.4469	-0.0367	-0.003	-0.0149
Si	-0.0354	5.4016	5.4171	0.0369	0.0358	0.0025
Si	2.7297	8.1936	5.4682	-0.009	0.0186	0.0088
Si	5.4281	-0.0086	5.4241	-0.0183	-0.0277	0.0027
Si	8.1861	2.7612	5.4444	0.0022	-0.0196	0.028
Si	5.4408	5.4529	5.4816	-0.0044	0.0115	0.022
Si	8.1318	8.1762	5.4443	0.0175	0.0107	0.0075
Si	1.3446	1.3609	6.8089	0.0455	-0.0225	0.0201
Si	4.0581	4.0958	6.8194	-0.0134	-0.0083	0.0082
Si	1.3445	6.7874	6.7629	-0.0531	0.0054	0.0346
Si	4.0998	9.5316	6.8204	0.0002	-0.0052	0.0049
Si	6.8058	1.3644	6.7645	0.0178	0.0279	0.0153
Si	9.545	4.0722	6.8364	-0.0112	0.0071	-0.0108
Si	6.8129	6.8083	6.8313	0.0101	0.0225	0.0193
Si	9.515	9.5359	6.7968	0.0067	-0.0161	0.0095
Si	0.005	2.7085	8.1927	-0.0223	0.024	-0.0103
Si	2.7279	0.0024	8.1629	-0.0401	0.008	0
Si	0.0085	8.1486	8.1427	0.0203	0.0215	0.0026
Si	2.709	5.4655	8.172	0.0086	0.0121	-0.0176
Si	5.4568	2.7192	8.1522	-0.0104	-0.0018	-0.0086
Si	8.1374	-0.0007	8.1506	0.0021	-0.0349	-0.0104
Si	5.4551	8.1747	8.1704	0.0024	-0.0092	0.0099
Si	8.192	5.4409	8.1833	0.0349	-0.0224	0.0188
Si	1.393	4.0645	9.5332	0.0008	-0.0228	-0.0135
Si	4.1145	1.3409	9.5209	-0.0119	-0.0002	0.0007
Si	1.4022	9.48	9.5115	0.0252	-0.0061	0.0112
Si	4.1033	6.8253	9.5184	-0.0246	0.0037	0.0061
Si	6.8185	4.0804	9.5337	-0.0146	0.0022	-0.0056
Si	9.4935	1.3479	9.5103	0.0339	-0.0069	0.0024
Si	6.7952	9.5271	9.5431	0.0003	0.0139	-0.0291
Si	9.5596	6.7948	9.5416	0.0053	-0.0007	-0.0013
Si	-0.0168	-0.0531	10.7901	-0.0337	-0.0067	0.0029
Si	2.8013	2.7224	10.8816	0.0149	-0.0049	-0.0286
Si	0.0588	5.4277	10.897	-0.0054	-0.0082	-0.0094
Si	2.8247	8.191	10.9357	-0.045	0.0432	0.0022
Si	5.4204	-0.034	10.9384	0.0303	-0.0497	0.0179
Si	8.1352	2.6814	10.9107	0.0245	0.0174	0.017
Si	5.4639	5.4778	10.8746	0.01	-0.0189	0.008
Si	8.1479	8.1408	10.8727	0.0369	0.0173	-0.0022
Si	1.4013	1.2638	12.0795	-0.0024	0.0327	-0.0089
Si	4.1749	4.1122	12.2606	-0.0273	0.0457	-0.087
Si	1.5133	6.76	12.2242	-0.0254	0.0725	0.0173
Si	4.1536	9.5175	12.4454	-0.0138	-0.0199	-0.0452
Si	6.7312	1.3341	12.3006	-0.0435	-0.0685	-0.001
Si	9.5399	4.0577	12.2051	-0.0552	0.0165	-0.0032
Si	6.7806	6.8421	12.2925	-0.0271	0.0139	0.0266
Si	9.5062	9.5098	12.1781	0.0102	0.0035	-0.0743
Si	0.1146	2.6501	13.4016	0.0371	-0.0271	0.0442
Si	2.6637	0.0457	13.6581	0.0104	-0.036	0.0134
Si	0.0663	8.133	13.3924	0.0376	0.0789	-0.0192
Si	2.8632	5.4342	13.6958	0.0804	-0.0406	0.0274
Si	5.4403	2.7492	13.7218	-0.0544	-0.0074	0.081
Si	8.122	-0.0664	13.5765	0.0292	-0.05	0.0039
Si	4.3774	6.5572	15.2366	-0.0725	0.0172	0.0278
Si	8.1447	5.4153	13.5415	0.1238	-0.0202	0.0009
Si	1.6331	3.7714	14.8119	-0.0294	-0.026	-0.1556
Si	3.421	1.9682	14.8444	0.0413	0.0073	-0.1049
Si	1.2366	9.496	14.9043	-0.0549	0.1365	-0.091
Si	5.5582	8.1486	13.8998	-0.0644	0.0417	-0.034
Si	7.0631	3.9603	15.0579	0.0803	-0.0798	0.0017
Si	9.6313	1.2752	14.7146	0.0034	0.0771	0.0395
Si	6.4741	11.275	17.7753	-0.036	-0.0254	-0.1421
Si	9.1116	8.299	16.218	0.0349	0.1742	-0.0115
Si	0.4006	1.3835	20.759	-0.0097	0.0202	-0.0562
Si	4.4807	2.4577	17.519	0.0742	0.0107	-0.0472
Si	-1.8595	3.0657	16.0889	-0.0131	-0.0944	-0.0672
Si	3.0639	7.735	16.745	0.0419	-0.0324	-0.1076
Si	7.1257	-1.4693	15.2719	-0.0461	-0.139	-0.1278
Si	12.4444	5.9963	18.9832	0.0472	0.0012	0.0321
Si	5.7356	5.0574	16.6082	-0.0505	0.016	-0.1284
Si	9.7446	6.6285	14.7027	0.1098	-0.0814	0.0361
Si	5.1233	-10.6503	28.5338	-0.0175	0.0202	0.1675
Si	-4.261	-4.0498	29.6961	0.0115	0.0431	0.0297
Si	21.2598	32.1858	16.0824	0.049	-0.1461	-0.0543
Si	-18.9467	-5.6269	21.626	-0.0236	0.0167	-0.0141
Si	-2.8632	-9.1689	25.5529	-0.0076	0.0109	0.0836
Si	9.3707	11.9637	18.3798	0.0734	-0.0353	-0.0826
Si	-8.2008	10.2613	21.0481	0.0009	0.0158	-0.025
Si	7.35	18.5461	24.4318	0.0008	0.0464	0.0065
Si	-32.8836	37.5119	16.0352	-0.1093	-0.0138	-0.1895
Si	1.0399	8.85	26.2088	0.0063	0.014	0.0393
Si	-6.381	31.0963	18.7752	-0.0257	-0.0415	-0.0821
Si	-14.8552	14.0514	21.552	0.0105	-0.0004	-0.0346
Si	-0.8631	6.3351	25.4928	0.0346	0.004	0.1078
Si	7.4943	5.339	19.308	0.0433	-0.012	-0.0482
Si	-19.1937	14.2003	19.6127	-0.0471	-0.004	0.0035
Si	-34.2952	12.4686	22.817	-0.0172	0.0331	0.0209
Si	2.445	30.3112	23.6501	0.0139	0.0073	0.0266
Si	-15.2571	18.8912	20.4407	-0.008	-0.0112	-0.0094
Si	-33.343	6.0849	18.0779	-0.0636	0.0335	-0.067
Si	-5.7117	33.5631	22.1847	0.0316	0.0103	-0.0196
Si	-3.9171	9.8228	26.484	0.0026	0.0659	0.0606
Si	7.5569	31.651	22.2946	-0.0205	0.0384	0.0003
Si	-18.7292	13.4796	28.426	-0.0674	-0.0361	0.1729
Si	26.7035	-3.7061	22.9592	-0.0385	0.0046	-0.0234
O	-16.9834	1.7481	-4.9673	-0.0281	-0.004	0.0076
O	-15.6031	25.631	-5.6446	-0.008	0.0329	0.0171
O	-5.561	-11.0721	-9.7183	0.0129	0.0246	0.0133
O	-2.3605	17.6427	-3.4149	-0.0095	-0.0179	-0.0138
O	18.3965	20.131	-7.6855	0.0132	0.0183	-0.0094
O	-6.3621	5.4509	-1.3872	-0.0389	0.0372	-0.0467
O	-4.7785	21.4258	-5.8422	-0.0127	-0.017	0.0009
O	1.3124	21.845	-7.8918	0.0118	-0.0231	-0.0151
O	4.4963	3.9149	-3.5135	0.0235	-0.0055	-0.0384
O	-29.3626	-1.4998	-8.638	-0.0133	-0.0064	0.0142
O	-7.0843	33.1137	-6.9864	-0.001	0.0106	0.0107
O	-6.8735	8.1762	-4.6164	0.0195	0.0076	0.0203
O	-1.5091	7.0579	-0.1849	0.0927	0.0178	-0.0359
O	9.4897	-3.3453	-10.7956	0.0587	-0.0602	0.0837
O	-0.1131	16.3965	-4.1509	-0.023	-0.0121	-0.0239
O	5.6321	10.3797	-1.2943	-0.0216	-0.0279	-0.0672
O	2.473	17.8228	18.0261	-0.0701	-0.0243	0.0444
O	2.2317	-2.5976	27.1775	-0.0588	0.0426	-0.022
O	-17.7261	-4.9212	22.3914	0.0295	0.0007	0.0109
O	-19.4914	9.3312	22.2801	-0.0012	0.0089	-0.0064
O	-23.601	27.0163	18.8969	-0.0161	0.0226	0.0524
O	6.0459	-9.0475	21.1768	-0.0034	0.0048	-0.013
O	-8.4877	5.3862	25.3385	-0.0236	0.028	0.0044
O	6.4459	21.3464	16.3698	-0.0294	0.1425	0.0694
O	-13.3833	2.7162	22.0522	0.0189	0.003	-0.0138
O	8.6879	-10.776	22.4402	0.0003	-0.0217	-0.0079
O	12.8656	15.3372	18.6226	-0.0037	0.0194	-0.0117
O	23.6061	-24.315	15.9184	0.04	-0.0796	-0.0185
O	6.0192	12.8258	17.5974	0.0185	0.0238	0.0127
O	22.586	27.6764	28.7446	0.0191	0.0212	0.0031
O	-9.5844	13.4991	20.2677	-0.008	-0.0145	0.011
O	4.5581	4.0218	17.1065	-0.0728	-0.0665	0.0099
O	6.5664	-16.2974	17.9693	0.0337	0.0231	0.0131
O	1.6575	-14.6276	23.503	-0.0332	-0.0147	-0.01
O	-12.5918	1.8362	24.4224	0.0299	-0.0148	-0.0112
O	-11.7273	5.2592	26.714	0.0016	0.0106	-0.0888
O	-28.5584	1.4085	28.0162	-0.0042	-0.0615	-0.0355
O	-26.0482	30.3703	25.5195	-0.0236	-0.0394	-0.0111
O	16.3627	18.8455	21.6654	0.0002	0.0256	0.0154
O	-14.7251	14.9736	20.2332	-0.0124	-0.041	0.0166
O	6.6586	4.0791	27.9176	-0.0269	-0.0062	-0.0524
O	7.3422	-15.1284	20.2406	0.0175	0.0209	0.022
O	12.6614	9.3677	24.8606	0.0097	0.0297	-0.021
O	7.9581	20.1103	27.6007	0.0271	0.0319	-0.0373
O	-7.4491	25.7957	20.7912	0.0239	0.0059	0.0074
O	-21.8799	12.5133	22.2804	-0.0069	0.0102	0.0284
O	17.0835	6.6905	23.8321	0.0117	-0.0159	0.0173
O	12.7324	15.575	22.781	-0.0129	-0.0203	0.0153
O	-22.715	1.2903	19.8574	-0.0037	0.0051	0.0273
O	-8.8701	27.9794	20.5536	0.0018	0.001	-0.0052
O	-11.2975	-10.7208	17.6024	-0.0233	0.072	0.1011
O	-24.7166	0.2983	18.4178	-0.0244	-0.0462	0.0326
O	-25.9319	67.8822	25.0788	-0.0079	0.0095	-0.0037
O	3.9253	30.7635	17.3159	0.0238	0.0876	0.0621
O	-1.8028	-8.3888	17.6507	-0.0453	0.0426	0.0186
O	2.8076	36.0929	27.0333	-0.0115	0.0228	-0.0869
O	5.6191	8.1959	19.1167	0.003	-0.0151	0.0024
O	-7.1613	12.4482	16.4056	-0.0036	-0.0038	0.0469
O	0.2846	10.073	27.0002	0.0364	-0.0613	-0.048
O	7.925	8.6502	23.2909	0.0224	-0.0177	-0.0103
O	-0.022	7.6795	25.8545	-0.0221	-0.0071	-0.0299
O	-14.0876	11.028	25.6906	0.0153	-0.0216	-0.0306
O	-24.2217	24.0849	27.0126	0.0283	-0.0283	-0.0671
O	-18.1932	2.3132	18.8498	-0.008	-0.0169	0.0164

Results
free energy: -118372.777 eV
free energy less fixed offsets of O -570.45, Si -639.56 eV per atom: -0.297 eV

The program warned: the cutoff lies below the one the program advises for these potential files; the forces do not sum to zero within the program's tolerance; empty levels may hold ghost states of the PAW files; the exchange-correlation potential is rough where the density is thin.
